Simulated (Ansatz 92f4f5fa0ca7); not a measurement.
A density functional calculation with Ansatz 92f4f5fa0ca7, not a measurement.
Periodic cell of 414 atoms, Si266O148, from a study of silicon, its oxide and their interface. The atomic structure is a simulated model.
Doubt: the cutoff is far below the 930 eV that the study's wrapper takes by default for these files, so forces and energies are approximate.
This geometry differs little from another in the collection (a relaxation step or a small displacement).

Settings: functional PBE; potential files Ansatz PAW; basis plane waves; wave-function cutoff 580 eV; density cutoff ratio 5; exchange-correlation grid ratio 1; k mesh 1 x 1 x 1, Gamma-centred; self-consistency stop 5e-08 eV per atom in the density residual; occupations fixed; spin none; net charge 0.

Cell vectors (angstrom)
a	15.4687	0	0
b	0	12.8259	0
c	0	0	36.0412

Atoms and the computed forces on them: element, x, y, z (angstrom), force x, y, z (eV/angstrom)
Si	-0.023	1.163	33.367	-0.001	-0.005	-0.008
Si	3.887	1.168	33.359	0.001	-0.001	-0.009
Si	7.729	1.172	33.349	0.001	-0.005	-0.01
Si	11.594	1.166	33.36	0.001	-0.004	-0.006
Si	1.934	7.59	33.376	0	-0.002	-0.006
Si	5.798	7.586	33.372	0	-0.004	-0.004
Si	9.682	7.588	33.368	-0.001	-0.005	-0.004
Si	13.527	7.59	33.37	0	-0.004	-0.002
Si	1.934	5.247	33.774	0.071	0.109	0.23
Si	5.801	5.247	33.774	0.02	0.01	-0.113
Si	9.668	5.247	33.774	-0.021	0.058	0.025
Si	13.535	5.247	33.774	-0.046	0.101	0.022
Si	0	11.66	33.774	-0.09	0.104	0.091
Si	3.867	11.66	33.774	0.002	0.026	-0.075
Si	7.734	11.66	33.774	0.146	0.101	-0.156
Si	11.602	11.66	33.774	-0.074	0.026	-0.256
Si	0	4.664	35.011	0.019	0.032	-0.002
Si	3.867	4.664	35.011	-0.024	0.037	0.013
Si	7.734	4.664	35.011	0.005	0.018	-0.005
Si	11.602	4.664	35.011	0.004	0.012	0.002
Si	1.934	11.077	35.011	-0.003	0.014	-0.025
Si	5.801	11.077	35.011	-0.013	-0.049	-0.064
Si	9.668	11.077	35.011	-0.02	0.022	-0.013
Si	13.535	11.077	35.011	0.03	-0.04	-0.046
Si	0	2.332	35.423	-0.054	0.039	0.023
Si	3.867	2.332	35.423	0.079	0.017	-0.002
Si	7.734	2.332	35.423	-0.02	0.021	-0.057
Si	11.602	2.332	35.423	-0.022	0.029	-0.004
Si	1.934	8.745	35.423	0.018	0.026	0.147
Si	5.801	8.745	35.423	-0.04	0.015	0.098
Si	9.668	8.745	35.423	0.056	0.016	0.088
Si	13.535	8.745	35.423	-0.047	0.03	0.105
Si	1.934	1.749	0.619	-0.008	-0.051	-0.041
Si	5.801	1.749	0.619	-0.003	-0.011	-0.004
Si	9.668	1.749	0.619	0.007	-0.029	-0.02
Si	13.535	1.749	0.619	0.007	-0.029	-0.007
Si	0	8.162	0.619	0	0.001	-0.001
Si	3.867	8.162	0.619	0.011	0.039	0.019
Si	7.734	8.162	0.619	-0.007	-0.007	-0.013
Si	11.602	8.162	0.619	0.013	0.018	0.023
Si	0	5.83	1.031	-0.018	-0.025	-0.015
Si	3.867	5.83	1.031	0.025	0	0.02
Si	7.734	5.83	1.031	-0.007	-0.008	0.003
Si	11.602	5.83	1.031	-0.009	0.017	0.027
Si	1.934	12.243	1.031	0.01	-0.017	-0.006
Si	5.801	12.243	1.031	0.008	-0.006	-0.011
Si	9.668	12.243	1.031	0.029	-0.025	-0.008
Si	13.535	12.243	1.031	-0.03	-0.026	-0.026
Si	1.934	5.247	2.268	-0.024	0.014	0.022
Si	5.801	5.247	2.268	0.009	0.024	0.032
Si	9.668	5.247	2.268	-0.036	0.008	0
Si	13.535	5.247	2.268	0.09	-0.007	-0.04
Si	0	11.66	2.268	-0.039	-0.048	-0.171
Si	3.867	11.66	2.268	-0.001	-0.076	-0.229
Si	7.734	11.66	2.268	-0.007	-0.036	-0.12
Si	11.602	11.66	2.268	-0.003	-0.08	-0.248
Si	1.934	2.915	2.68	0.006	0.047	0.047
Si	5.801	2.915	2.68	0.007	0.037	0.05
Si	9.668	2.915	2.68	-0.011	0.027	0.034
Si	13.535	2.915	2.68	-0.005	0.059	0.058
Si	0	9.328	2.68	-0.008	0.013	0.034
Si	3.867	9.328	2.68	-0.009	-0.042	-0.009
Si	7.734	9.328	2.68	0.004	-0.004	0.014
Si	11.602	9.328	2.68	-0.008	0.003	0.03
Si	0.312	0.321	26.815	-0.007	0.038	-0.001
Si	3.502	0.435	26.684	-0.005	0.006	-0.006
Si	8.074	0.596	26.507	-0.009	-0.024	0.001
Si	11.237	0.513	26.577	0.007	-0.005	-0.004
Si	1.592	6.417	26.859	0.015	0.031	-0.018
Si	6.198	6.473	26.915	-0.008	0.02	-0.024
Si	9.361	6.511	26.872	0.003	0.014	0.001
Si	13.952	6.446	26.931	-0.012	0.019	-0.025
Si	1.885	4.102	27.093	-0.007	-0.032	-0.01
Si	5.818	4.186	27.2	0.005	-0.023	0.003
Si	9.699	4.205	27.071	-0.006	-0.025	-0.01
Si	13.646	4.178	27.43	-0.001	-0.025	0.005
Si	-0.016	10.808	27.041	-0.008	-0.042	-0.014
Si	3.761	10.256	27.295	-0.02	-0.014	-0.028
Si	8.03	10.3	26.555	-0.043	0.013	0.02
Si	11.715	10.264	27.006	-0.002	-0.013	0.005
Si	0.099	3.545	28.566	-0.005	0.007	0.002
Si	3.841	3.61	28.38	0.004	-0.001	0.003
Si	7.784	3.552	28.372	-0.001	0.002	-0.006
Si	11.583	3.614	28.417	0	0.01	0.014
Si	1.757	9.968	28.404	0.021	0.008	0.008
Si	5.623	9.759	28.576	0.066	0.026	-0.032
Si	9.725	9.902	28.202	0	0.008	0.002
Si	13.617	10.045	28.344	-0.006	0.007	0.003
Si	0.016	1.255	28.939	0.005	-0.012	-0.009
Si	3.841	1.287	28.835	-0.001	0.007	0.013
Si	7.754	1.242	28.76	-0.006	-0.002	-0.004
Si	11.577	1.272	28.789	0.012	-0.001	0.001
Si	1.882	7.632	28.874	-0.016	0.005	-0.008
Si	5.762	7.493	29.01	-0.002	-0.012	0.001
Si	9.651	7.649	28.893	0.003	0.009	-0.006
Si	13.59	7.721	28.867	0.006	-0.005	0.003
Si	1.955	0.621	30.109	-0.009	-0.004	-0.001
Si	5.807	0.62	29.973	0.003	0.009	-0.004
Si	9.661	0.624	30.015	0.005	-0.004	0.007
Si	13.501	0.631	30.033	-0.008	-0.005	0
Si	-0.007	7.061	30.149	0.004	-0.006	-0.002
Si	3.785	6.975	30.125	0.009	-0.018	0.009
Si	7.753	7.024	30.163	-0.004	-0.008	0.002
Si	11.624	7.075	30.05	-0.002	-0.016	-0.001
Si	0.024	4.741	30.571	-0.002	0.001	-0.001
Si	3.816	4.666	30.492	0.005	0.012	-0.001
Si	7.758	4.689	30.463	0	0.002	0.009
Si	11.588	4.738	30.484	0.001	0.01	-0.009
Si	1.92	11.113	30.472	-0.002	0	0.003
Si	5.828	11.124	30.473	-0.006	-0.011	0.004
Si	9.668	11.099	30.325	-0.001	-0.004	-0.013
Si	13.532	11.135	30.444	0.002	0.008	0.001
Si	1.93	4.064	31.759	0	0.002	-0.007
Si	5.801	4.098	31.684	0	0.007	-0.01
Si	9.67	4.089	31.714	-0.005	0.003	-0.009
Si	13.521	4.101	31.709	0.001	0.002	-0.009
Si	-0.011	10.54	31.707	-0.003	0.002	-0.016
Si	3.872	10.511	31.693	-0.006	0.001	-0.01
Si	7.772	10.53	31.679	0.003	0.004	-0.013
Si	11.581	10.527	31.656	0.001	0.002	-0.011
Si	1.928	1.743	32.173	0	0.002	0.002
Si	5.808	1.757	32.076	0	0.004	0
Si	9.667	1.748	32.11	-0.001	0.006	-0.001
Si	13.514	1.767	32.114	0.001	0.002	-0.003
Si	-0.002	8.218	32.179	0.003	-0.001	-0.001
Si	3.863	8.185	32.145	0.002	0.001	-0.005
Si	7.74	8.205	32.178	-0.001	-0.005	0.002
Si	11.606	8.203	32.122	0	0.002	-0.005
Si	0	2.332	3.917	0.001	-0.014	0.305
Si	3.867	2.332	3.917	-0.006	0.002	0.218
Si	7.734	2.332	3.917	0.038	-0.037	0.209
Si	11.602	2.332	3.917	-0.027	-0.056	0.235
Si	1.934	8.745	3.917	0.064	-0.143	-0.08
Si	5.801	8.745	3.917	-0.03	-0.098	-0.014
Si	9.668	8.745	3.917	-0.002	-0.126	-0.034
Si	13.535	8.745	3.917	0.024	-0.112	0.135
Si	1.929	6.404	4.339	-0.001	0.003	0.001
Si	5.803	6.408	4.336	0.001	0.003	0.001
Si	9.666	6.404	4.334	0	0.006	0.001
Si	13.555	6.405	4.326	0	0.005	0.001
Si	-0.014	12.819	4.31	-0.003	0.003	-0.002
Si	3.865	12.82	4.3	0.001	0.001	0.002
Si	7.732	12.82	4.317	-0.001	0.003	0.002
Si	11.601	12.817	4.296	0.003	0.002	0
Si	0.005	5.806	5.597	0.002	-0.004	0.004
Si	3.866	5.808	5.562	0	0.002	0
Si	7.732	5.807	5.58	-0.001	-0.001	0.003
Si	11.62	5.784	5.523	0	0	0
Si	1.927	12.214	5.501	-0.003	-0.004	-0.002
Si	5.79	12.219	5.525	0.005	-0.005	0
Si	9.679	12.215	5.515	-0.004	-0.008	-0.003
Si	13.519	12.197	5.519	0.002	-0.003	0.001
Si	-0.009	3.48	6.037	-0.001	0.002	0.007
Si	3.869	3.484	6.022	0.001	-0.003	0.012
Si	7.738	3.483	6.015	0	0	0.01
Si	11.594	3.464	6.031	0.005	-0.002	0.01
Si	1.959	9.879	5.977	0.005	-0.004	0.006
Si	5.801	9.888	5.986	0.002	-0.005	0.005
Si	9.674	9.88	5.984	-0.001	0.001	0.007
Si	13.553	9.879	6.012	0.003	-0.003	0.011
Si	1.94	2.946	7.309	0.005	0.001	0.005
Si	5.812	2.909	7.279	-0.002	0.001	-0.001
Si	9.652	2.927	7.318	-0.001	-0.001	0.006
Si	13.519	2.86	7.299	-0.001	-0.003	-0.002
Si	0.057	9.244	7.219	-0.008	-0.01	0
Si	3.881	9.274	7.229	-0.001	-0.001	-0.008
Si	7.733	9.246	7.199	-0.003	-0.003	-0.006
Si	11.598	9.262	7.221	0.003	-0.001	0.004
Si	0.012	6.915	7.698	0.001	0.011	-0.004
Si	3.876	6.941	7.634	-0.006	0.003	-0.004
Si	7.745	6.926	7.667	-0.01	0.008	-0.001
Si	11.667	6.919	7.567	0.004	0.009	-0.001
Si	1.902	13.414	7.511	0.004	0.006	-0.004
Si	5.769	13.379	7.567	-0.01	0	0.004
Si	9.666	13.391	7.544	0.008	0.007	-0.003
Si	13.495	13.331	7.568	-0.004	0.005	-0.004
Si	1.967	6.404	8.945	0.008	0	0.005
Si	5.788	6.375	8.915	0	0.006	0.006
Si	9.759	6.377	8.809	0.016	0.007	0.012
Si	13.528	6.259	8.902	-0.007	0.006	-0.006
Si	-0.004	12.679	8.668	0.001	0.004	0.016
Si	3.792	12.784	8.721	0.006	0.01	-0.006
Si	7.73	12.673	8.659	-0.004	0.023	0.012
Si	11.557	12.755	8.797	0	0.008	0.001
Si	2.011	4.09	9.459	-0.018	-0.005	-0.008
Si	5.828	4.009	9.414	0.015	-0.002	-0.004
Si	9.731	4.08	9.46	-0.026	-0.011	0
Si	13.491	3.911	9.459	0.011	-0.004	-0.009
Si	0.139	10.402	9.273	-0.017	-0.008	-0.018
Si	3.832	10.514	9.251	-0.006	0.002	-0.012
Si	7.691	10.391	9.253	0.001	-0.009	0
Si	11.504	10.481	9.259	-0.002	-0.006	-0.024
Si	0.027	3.754	10.729	0.002	0.022	0.01
Si	3.95	3.341	10.695	0.001	0.02	0.017
Si	7.771	3.823	10.812	0.015	0.02	-0.004
Si	11.571	3.206	10.778	0.002	0.013	0.016
Si	2.075	9.912	10.717	0.013	0.02	0.025
Si	5.73	10.063	10.554	0.008	0.024	0.014
Si	9.569	9.903	10.593	-0.006	0.021	0.017
Si	13.549	9.919	10.265	0.013	0.022	0.001
Si	0.54	0.972	11.53	-0.005	-0.013	0.001
Si	3.613	1.035	10.784	-0.008	-0.006	-0.001
Si	8.341	0.971	11.538	-0.004	0.004	-0.014
Si	11.437	0.857	10.966	0.005	-0.011	-0.007
Si	2.292	7.581	11.015	-0.017	-0.027	0.012
Si	5.425	7.732	10.862	0.016	-0.031	0.009
Si	10.081	7.606	10.798	0.006	-0.03	0.018
Si	13.212	7.667	10.776	0.018	-0.017	0.018
O	11.653	7.435	11.288	-0.04	0	-0.009
O	3.896	7.331	11.413	0.005	0.004	-0.006
O	0.029	6.726	26.382	0.003	-0.001	0.001
O	7.77	6.734	26.467	0.003	-0.003	-0.004
O	9.671	0.84	26.201	-0.011	0.003	-0.005
O	1.89	0.575	26.371	0.003	0.002	-0.009
O	9.932	13.421	11.649	-0.007	0.005	0.011
O	2.15	13.513	11.513	0.02	-0.001	0.008
O	4.867	13.373	11.727	0.004	0.003	0.004
O	1.36	7.04	12.286	0.015	0.007	-0.008
O	8.086	2.549	11.808	-0.011	-0.011	-0.014
O	7.421	12.956	12.579	0.007	0.011	-0.008
O	15.214	12.818	12.565	0.006	0.007	0.001
O	6.544	7.391	12.011	-0.004	-0.002	-0.003
O	2.445	10.663	12.184	-0.009	-0.01	-0.028
O	5.801	10.926	11.999	-0.001	-0.016	-0.01
O	-0.224	5.043	11.695	-0.003	-0.009	-0.004
O	14.188	7.414	12.078	-0.009	0.006	-0.01
O	9.221	10.7	12.035	0	-0.01	-0.018
O	4.289	3.701	12.295	-0.003	-0.006	-0.022
O	11.431	3.615	12.399	0	-0.004	-0.016
O	13.773	10.699	11.702	0.002	0.002	0.001
O	12.57	13.048	12.006	-0.01	0.013	0.002
O	7.439	4.932	11.987	0.007	-0.011	-0.004
O	13.788	3.421	25.968	0.002	0.001	-0.006
O	9.745	3.58	25.526	-0.002	0.001	0.014
O	11.929	9.228	25.736	0.002	0.013	0
O	8.065	9.564	25.096	-0.004	0.009	0.018
O	5.308	6.994	25.638	0.009	-0.006	-0.001
O	7.11	1.388	25.441	0.019	-0.011	-0.001
O	12.94	6.772	25.684	0.018	-0.004	0.005
O	3.846	9.178	26.075	0.001	0.003	-0.003
O	14.777	0.952	25.646	0.023	-0.021	-0.001
O	4.381	1.238	25.56	-0.003	-0.002	-0.011
O	2.622	6.882	25.664	-0.014	-0.008	0.003
O	1.809	3.359	25.594	0.003	0.01	0.024
O	10.284	7.169	25.673	-0.024	-0.006	-0.003
O	12.145	1.358	25.512	-0.014	-0.009	-0.005
O	5.685	3.558	25.66	-0.003	0.014	0
O	-0.082	10.294	25.456	-0.001	0.006	0.015
Si	1.671	10.469	17.758	-0.002	0.006	-0.004
Si	8.571	1.936	21.752	0.005	-0.002	0.005
Si	13.851	11.582	22.124	-0.003	0.001	0.005
Si	5.684	2.061	25.011	-0.008	0.007	0.003
Si	0.796	0.491	22.735	-0.002	0.002	0.009
Si	7.91	8.143	14.74	0	0.01	-0.005
Si	11.696	5.658	16.011	0	0.005	-0.007
Si	10.98	10.531	22.25	-0.002	0.004	0.014
Si	12.846	1.219	15.703	0.007	-0.001	-0.007
Si	8.315	11.728	21.468	-0.003	0.004	0.006
Si	2.91	8.898	19.898	0	-0.001	-0.004
Si	15.114	12.841	17.245	0.003	0	-0.006
Si	0.516	10.614	23.967	-0.001	-0.001	0.006
Si	12.832	11.962	19.283	0.001	0.005	0.001
Si	-0.125	6.381	12.577	-0.005	-0.001	0.007
Si	14.48	6.642	15.531	0	0.003	-0.01
Si	11.352	3.27	13.992	0	0.003	-0.005
Si	4.167	3.553	13.918	0.002	0.006	-0.002
Si	11.16	10.134	17.39	0.001	-0.001	-0.006
Si	8.765	6.469	22.545	-0.007	-0.005	0.024
Si	4.007	13.252	14.847	-0.005	0.005	-0.004
Si	6.291	3.896	16.17	0	0.003	-0.004
Si	1.784	3.341	23.958	-0.003	0.007	0
Si	9.105	2.374	15.907	0.002	-0.003	-0.01
Si	1.202	8.544	15.475	0.001	-0.005	-0.008
Si	2.665	1.346	20.422	-0.006	0.004	-0.004
Si	3.674	4.225	17.572	-0.002	-0.003	-0.006
Si	2.417	5.726	19.684	0.001	0.006	-0.001
Si	11.28	1.72	20.296	0.001	-0.002	0.001
Si	3.988	12.559	17.92	-0.002	-0.006	0.001
Si	13.76	12.052	12.571	-0.003	-0.015	0
Si	1.074	5.771	22.298	0	0.003	0.011
Si	7.095	6.019	18.263	0	0.004	-0.006
Si	15.153	5.058	18.235	0.001	-0.004	0
Si	12.171	11.256	14.931	0.001	-0.004	-0.006
Si	8.516	9.503	23.537	0.006	-0.003	0.003
Si	3.277	6.145	15.175	-0.005	0.001	-0.008
Si	1.181	2.547	18.205	-0.005	0	-0.006
Si	3.937	7.78	25.287	0.003	-0.002	0.003
Si	9.453	10.508	13.648	0	0	0.001
Si	4.95	8.652	15.041	0.001	-0.004	-0.004
Si	9.47	7.491	17.231	0.002	0.001	-0.002
Si	2.563	8.502	22.902	-0.005	-0.005	0.005
Si	2.684	10.6	13.811	-0.006	-0.009	0.007
Si	5.486	8.733	18.159	0.004	-0.001	0.001
Si	4.514	3.007	22.407	-0.002	0.004	0.008
Si	8.815	12.026	16.235	-0.002	0.001	-0.003
Si	11.495	7.607	21.935	0.006	0	0.011
Si	11.73	7.717	25.151	0.005	0.001	0.003
Si	13.748	5.655	20.928	0.003	-0.003	0.003
Si	6.806	4.478	21.001	0.002	0.005	-0.002
Si	12.612	3.18	22.624	0	-0.001	0.011
Si	7.751	6.421	12.511	0.011	-0.001	-0.014
Si	13.605	2.014	25.2	0.003	0.02	-0.001
Si	9.856	3.868	23.926	0	0.007	0.006
Si	11.472	3.215	17.677	0	0	-0.006
Si	5.87	12.446	12.617	-0.005	0.001	0.004
Si	6.846	11.359	18.574	-0.003	-0.002	-0.012
O	3.535	5.593	16.686	0	0.004	0.001
O	12.861	6.742	15.667	-0.001	-0.001	0.005
O	-0.528	5.694	16.765	-0.002	0.002	-0.005
O	0.386	11.364	17.248	0	-0.001	0.003
O	2.423	3.184	17.337	0.004	0.002	0.002
O	9.944	11.452	21.363	0.003	-0.001	-0.008
O	4.87	8.886	16.653	-0.003	0.001	-0.005
O	0.915	4.641	23.461	0.001	-0.006	-0.01
O	12.557	2.202	14.405	-0.001	0.004	0.001
O	13.886	12.676	18.286	0.003	0	-0.002
O	7.519	3.009	21.12	-0.001	-0.004	-0.004
O	8.004	0.417	22.058	-0.001	0.002	-0.008
O	12.208	10.112	16.109	0.002	0.004	-0.001
O	6.738	9.74	18.417	-0.002	-0.005	-0.001
O	13.705	11.354	20.52	0.002	0.001	0.002
O	11.032	10.814	13.863	-0.003	0	0
O	11.875	12.729	15.59	-0.001	0	0.004
O	6.483	8.903	14.557	0.003	-0.002	0.003
O	10.491	8.674	17.762	-0.002	-0.003	-0.001
O	12.642	6.831	21.094	-0.004	0.003	-0.006
O	3.303	3.523	23.379	0.002	-0.002	-0.013
O	3.886	2.018	21.267	0.006	0.005	0
O	1.726	9.887	19.301	0	0	-0.002
O	1.637	7.183	22.824	0.004	0.002	-0.011
O	6.804	4.9	19.419	-0.002	-0.004	0.003
O	11.422	3.925	23.462	-0.002	-0.001	-0.011
O	11.767	13.119	19.702	-0.003	0.002	0.001
O	1.394	9.762	14.395	0.007	0.013	-0.005
O	11.548	2.972	19.278	0	-0.002	0
O	12.296	11.428	22.692	-0.001	0	-0.011
O	2.113	5.18	21.183	-0.002	-0.002	-0.001
O	3.094	4.763	14.293	0.001	-0.004	0.004
O	5.323	4.247	21.685	-0.006	-0.004	-0.008
O	3.028	11.315	17.519	0.002	0.003	0.001
O	12.005	10.706	18.655	-0.004	-0.004	-0.003
O	17.451	7.141	15.142	0.001	-0.002	0.007
O	14.676	13.009	22.342	0.002	0	-0.008
O	8.287	8.147	16.316	-0.004	0	-0.002
O	9.142	2.631	23.122	0.001	0.001	-0.007
O	1.092	1.956	23.408	0.002	0.003	-0.01
O	9.084	8.95	13.949	0	-0.006	0.001
O	11.813	7.616	23.537	-0.001	0	-0.003
O	10.099	9.979	23.527	-0.003	0.001	-0.012
O	1.154	12.124	23.807	0.001	-0.002	-0.011
O	1.765	0.379	21.404	-0.005	-0.002	0.001
O	3.932	8.097	23.693	0.005	0.001	-0.009
O	9.932	3.091	17.129	-0.004	0	0
O	5.382	12.637	14.17	0.002	-0.002	-0.001
O	9.176	5.338	23.667	0.001	0	-0.008
O	13.318	4.271	21.659	-0.001	0	-0.01
O	6.888	5.297	16.791	-0.001	-0.003	0.002
O	3.635	4.797	19.107	0.002	-0.001	-0.002
O	15.089	8.159	15.595	-0.006	-0.002	0.004
O	4.527	7.098	14.702	0.003	0	0.004
O	8.273	7.932	23.108	0.001	0.006	-0.013
O	5.386	12.073	18.587	-0.006	0.003	-0.001
O	5.993	7.212	18.432	-0.001	0	-0.001
O	14.003	5.434	19.327	-0.003	0	0.001
O	1.124	5.591	18.729	0.002	-0.001	0.001
O	4.004	9.72	14.244	0.001	0.003	0.004
O	11.563	4.709	14.707	-0.002	-0.008	0
O	9.971	11.168	16.993	-0.002	0.002	0
O	15.282	3.432	18.084	-0.002	0	0
O	5.575	3.961	14.684	-0.005	-0.002	-0.001
O	7.529	11.932	17.213	0.001	0.002	-0.002
O	2.968	9.181	21.492	-0.001	0.001	0.001
O	0.821	1.056	17.664	0	0	0.003
O	1.635	2.459	19.783	0.004	-0.004	0.001
O	9.157	13.599	16.103	0.002	0.004	0.004
O	10.324	6.468	16.301	0.001	0	0.002
O	7.563	5.745	21.717	0.002	0.003	-0.008
O	14.399	0.67	15.897	-0.006	0.001	0.001
O	11.442	9.174	21.437	-0.001	0.001	-0.01
O	7.547	2.863	15.992	0	-0.001	0.003
O	14.775	10.44	22.863	0.006	-0.002	-0.006
O	13.543	11.486	14.088	0.001	0.001	0.003
O	1.737	9.092	16.898	0.002	-0.005	0
O	4.346	9.214	19.216	-0.001	0.001	-0.003
O	12.029	4.71	17.314	0.001	0.003	0
O	8.631	6.645	18.37	0	0.002	-0.003
O	8.596	11.423	14.714	0	-0.001	0
O	7.83	6.621	14.131	-0.003	-0.003	-0.003
O	13.663	2.456	23.637	0.003	-0.006	-0.002
O	15.117	6.149	21.635	0.002	0.001	-0.007
O	10.092	6.806	21.639	-0.002	0.001	-0.014
O	2.699	7.311	19.685	0	0.001	0
O	12.418	2.076	17.009	0.001	0	0.001
O	12.053	1.976	21.693	0.001	0.003	-0.001
O	7.651	11.647	19.972	0.008	0.002	0.007
O	7.744	10.558	22.508	-0.001	-0.007	-0.008
O	5.562	2.189	23.386	0.001	-0.001	-0.008
O	3.295	0.587	19.126	0	0	-0.002
O	15.017	5.992	14.124	0.004	-0.001	-0.007
O	1.73	9.582	23.765	-0.005	0.008	-0.007
O	5.078	3.448	17.211	0.001	0	0.002
O	2.835	12.148	14.396	0.002	0	0.003
O	9.689	1.696	20.592	-0.004	0	-0.003
O	3.734	1.993	14.327	0.002	-0.005	0.005
O	4.19	13.333	16.479	0.002	0.004	-0.01
O	9.876	2.71	14.483	0	0	0.007
O	7.779	11.862	26.205	0.019	-0.018	-0.005
O	-0.115	0.769	10.052	-0.004	-0.002	-0.017
O	6.717	-3.054	27.333	-0.012	0.021	0.012
O	3.962	11.704	26.541	-0.002	-0.018	0
O	9.208	6.836	11.941	-0.011	0.01	-0.008
O	15.701	2.541	11.848	-0.004	0.009	-0.003
O	7.745	0.754	10.044	0.011	-0.016	0.015
O	11.581	-1.066	26.319	-0.002	0.008	-0.006

Results
free energy: -253275.149 eV
free energy less fixed offsets of O -568.88, Si -635.61 eV per atom: -8.649 eV

The program warned: the cutoff lies below the one the program advises for these potential files; the exchange-correlation potential is rough where the density is thin.
